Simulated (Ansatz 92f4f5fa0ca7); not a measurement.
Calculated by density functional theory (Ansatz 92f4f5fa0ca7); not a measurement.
Periodic cell of 234 atoms, Si141O87B6, from a study of silicon, its oxide and their interface. The atomic structure is a simulated model.

Settings
functional: PBE
potential files: Ansatz PAW
basis: plane waves
wave-function cutoff: 700 eV
density cutoff ratio: 5
exchange-correlation grid ratio: 1
k mesh: 2 x 2 x 1, shifted by 0.5 0.5 0.5 of a step
self-consistency stop: 5e-08 eV per atom in the density residual
occupations: fixed
spin: none
net charge: 0

Cell vectors (angstrom)
a  11.6015  0  0
b  0  10.938  0
c  0  0  31.45

Atoms and the computed forces on them: element, x, y, z (angstrom), force x, y, z (eV/angstrom)
Si  0.1728  0.1076  22.7553  0.0768  -0.0243  -0.0981
Si  3.7838  0.1707  22.8312  0.013  -0.1295  -0.0156
Si  7.5743  -0.03  22.7692  -0.1064  0.0107  -0.0108
B  1.9544  1.0202  23.1579  -0.0206  0.0979  0.0802
Si  5.7886  1.4875  22.8461  0.1282  -0.0033  -0.0703
Si  9.694  1.3555  22.6932  -0.0705  0.0442  0.0137
Si  0.164  5.6646  22.9848  -0.0478  -0.0732  -0.0377
B  3.6718  5.8841  23.2336  0.0264  -0.071  0.015
Si  7.8396  5.6979  22.8303  0.1271  -0.0035  0.0009
B  2.1033  6.4035  23.2647  -0.0546  0.1312  0.0209
Si  5.5188  6.7677  22.699  -0.0079  0.0366  -0.0255
Si  9.8235  7.1511  22.8668  -0.057  -0.0219  -0.0585
Si  1.9636  2.6116  24.5119  0.0248  -0.1387  -0.0424
Si  5.7732  2.9691  24.658  0.035  -0.1276  -0.0185
Si  9.6322  2.7601  24.6685  -0.0704  -0.0993  -0.0727
Si  11.6489  4.0414  24.7536  0.0415  0.1536  -0.009
Si  3.7809  4.255  24.547  -0.0563  0.1356  0.0126
Si  7.7544  4.2435  24.7309  0.0393  0.0689  -0.0361
Si  1.9704  8.0429  24.6027  0.0295  -0.1513  -0.0591
Si  5.7803  8.18  24.6714  0.013  -0.1075  -0.0516
Si  9.7177  8.3684  24.8208  -0.0562  -0.0905  -0.0244
Si  11.7161  9.588  24.6916  0.0434  0.114  -0.0181
Si  3.8377  9.5469  24.7002  -0.0449  0.14  -0.0394
Si  7.7153  9.577  24.7185  0.0118  0.0754  -0.0217
Si  11.6559  0.0214  26.6146  0.0131  -0.0541  0.0322
Si  3.8711  0.0052  26.6162  -0.0172  -0.0637  0.0205
Si  7.6991  0.0497  26.6125  0.0127  -0.0399  0.0237
Si  1.968  1.3946  26.5972  0.004  0.0822  0.0242
Si  5.7717  1.4423  26.5492  0.0081  0.0679  0.0151
Si  9.6808  1.3676  26.5919  -0.0306  0.0265  0.0493
Si  11.6233  5.4458  26.645  0.0092  -0.0454  0.0177
Si  3.8366  5.4552  26.6131  -0.001  -0.0815  0.0269
Si  7.737  5.5294  26.6719  0.0035  -0.0295  0.0152
Si  1.9331  6.8269  26.6423  0.0056  0.0732  0.0313
Si  5.7656  6.8358  26.6175  0.0017  0.0399  0.0391
Si  9.7026  6.8402  26.6314  -0.0052  0.0507  0.0015
Si  1.9336  2.7345  28.5507  0.0826  0.1005  -0.065
Si  5.8008  2.7345  28.5507  -0.1083  0.0002  -0.1569
Si  9.6679  2.7345  28.5507  0.0557  -0.0805  -0.1277
Si  0  4.1018  28.5507  0.006  -0.0417  0.3081
Si  3.8672  4.1018  28.5507  -0.0134  -0.0093  0.0584
Si  7.7343  4.1018  28.5507  0.0034  0.0428  0.1078
Si  1.9336  8.2035  28.5507  -0.0357  0.0631  0.0374
Si  5.8008  8.2035  28.5507  -0.0939  0.0081  -0.0146
Si  9.6679  8.2035  28.5507  0.1184  0.0494  0.0474
Si  0  9.5708  28.5507  0.0576  0.1441  -0.0202
Si  3.8672  9.5708  28.5507  0.0548  0.1065  0.0326
Si  7.7343  9.5708  28.5507  -0.0931  0.183  -0.1781
Si  0  0  30.4843  -0.0023  -0.0344  -0.0212
Si  3.8672  0  30.4843  -0.0116  -0.0536  -0.043
Si  7.7343  0  30.4843  0.0138  -0.0155  0.018
Si  1.9336  1.3673  30.4843  -0.0062  -0.0692  0.0019
Si  5.8008  1.3673  30.4843  0.0104  -0.0117  -0.0292
Si  9.6679  1.3673  30.4843  -0.0137  -0.0067  0.0002
Si  0  5.469  30.4843  -0.002  -0.0566  0.0186
Si  3.8672  5.469  30.4843  -0.004  -0.0047  -0.0607
Si  7.7343  5.469  30.4843  0.0048  0.0065  0.0845
Si  1.9336  6.8362  30.4843  0.0184  0.0523  -0.0177
Si  5.8008  6.8362  30.4843  -0.0186  -0.0038  0.0141
Si  9.6679  6.8362  30.4843  0.0045  0.0065  0.0415
Si  1.9336  2.7345  0.9679  -0.0725  -0.0647  0.2748
Si  5.8008  2.7345  0.9679  0.066  -0.0107  -0.1652
Si  9.6679  2.7345  0.9679  -0.004  0.0352  -0.1059
Si  0  4.1018  0.9679  -0.0878  -0.028  -0.1533
Si  3.8672  4.1018  0.9679  0.0697  0.009  -0.0595
Si  7.7343  4.1018  0.9679  -0.012  -0.0488  0.1862
Si  1.9336  8.2035  0.9679  -0.0915  -0.1078  -0.0775
Si  5.8008  8.2035  0.9679  0.1197  -0.1056  0.08
Si  9.6679  8.2035  0.9679  -0.0304  -0.0702  0.119
Si  0  9.5708  0.9679  -0.001  0.0476  -0.0667
Si  3.8672  9.5708  0.9679  0.0215  0.0874  0.0825
Si  7.7343  9.5708  0.9679  -0.0275  -0.0452  -0.0575
Si  11.5696  -0.0159  2.9041  0.0048  -0.0525  -0.0262
Si  3.8707  0.0258  2.8936  0.0185  -0.0304  -0.0118
Si  7.7452  -0.014  2.8967  0.025  -0.1021  -0.0285
Si  1.9182  1.3674  2.9484  0.0007  0.0557  -0.0082
Si  5.8288  1.3767  2.8904  -0.0296  0.045  -0.0311
Si  9.65  1.358  2.8795  -0.0142  0.086  -0.0291
Si  11.5559  5.4191  2.9105  0.0172  -0.0477  -0.0239
Si  3.8811  5.4844  2.8798  -0.0129  -0.0292  -0.0358
Si  7.7444  5.4132  2.9592  0.0167  -0.05  -0.0208
Si  1.8996  6.7802  2.8577  0.0263  0.0253  -0.0322
Si  5.8425  6.8297  2.9188  0.0139  0.0505  -0.0439
Si  9.6356  6.8084  2.9032  -0.0211  0.0727  -0.0399
Si  1.9562  2.7273  4.9295  0.0835  -0.0836  0.0525
Si  5.8441  2.7778  4.7965  -0.0116  -0.1444  0.0309
Si  9.6235  2.5626  4.93  -0.0605  -0.1731  0.054
Si  11.5631  3.9849  4.8051  -0.0746  0.1194  -0.0163
Si  3.8856  4.1457  4.8106  -0.0977  0.0786  0.0414
Si  7.8007  4.1256  4.9977  -0.0047  0.0961  0.0403
Si  1.9067  8.1864  4.7233  0.0695  -0.0543  0.034
Si  5.8483  8.2622  4.8132  0.0141  -0.1217  0.035
Si  9.595  8.0367  4.9578  0.0073  -0.1228  0.0294
Si  11.5015  9.4397  4.7527  -0.0531  0.1357  0.0263
Si  3.8583  9.5075  4.7466  -0.0322  0.095  0.0211
Si  7.7778  9.6747  4.9323  0.0098  0.1715  0.0208
Si  11.2544  -0.0204  6.5995  -0.029  -0.0157  0.0614
Si  3.9167  -0.1407  6.705  -0.0315  0.0322  0.02
B  7.8535  0.3998  6.2358  -0.008  -0.1276  -0.0502
Si  1.7924  1.1163  6.7385  0.0557  -0.0304  0.0039
Si  5.9567  1.2172  6.6101  -0.0434  0.0272  0.0599
B  9.4267  0.8972  6.1969  0.0867  0.126  -0.0044
Si  11.441  5.5373  6.5971  0.0321  -0.0126  0.1561
Si  3.8907  5.5698  6.7331  0.0106  -0.0253  0.0187
Si  7.9167  5.7253  6.9756  0.0585  -0.1835  -0.015
Si  1.8127  6.9194  6.6917  0.0308  0.0312  -0.0076
Si  5.8931  6.9882  6.8156  -0.1189  0.0291  0.0395
B  9.6641  6.5005  6.335  0.0295  0.1248  -0.0598
O  0.0512  4.4993  7.9141  0.0061  0.0052  -0.0225
O  -0.3035  10.0509  8.0366  0.0133  -0.0249  -0.0268
O  7.9119  5.0792  8.527  -0.0026  0.001  -0.0575
O  1.5972  8.1509  7.8142  -0.0246  -0.0097  -0.0318
O  3.9131  4.3139  7.8452  0.0069  -0.0041  -0.0204
O  5.7389  2.2338  7.9251  0.0143  0.0255  -0.0112
O  5.9613  8.0875  8.1024  0.018  0.0104  -0.0501
O  1.5573  1.554  8.3273  0.0176  0.0209  -0.0142
O  3.9646  9.852  8.0911  0.017  -0.0367  -0.0143
O  5.4084  7.778  21.3614  0.0042  0.0011  0.0392
O  11.7331  10.0948  21.372  -0.0218  -0.0233  0.0176
O  9.9055  8.1081  21.4904  0.0335  0.0277  0.0287
O  4.1412  10.1512  21.4851  0.0303  -0.0027  0.0295
O  9.8267  2.4011  21.3839  -0.0044  -0.0124  0.0529
O  6.0193  2.0816  21.2945  -0.049  0.0198  0.0053
O  11.31  4.5802  21.7814  0.0166  -0.0035  0.0404
O  6.9041  9.9836  21.5057  0.0016  -0.0361  -0.0093
O  8.437  4.5892  21.7209  -0.018  -0.0141  0.0153
Si  9.2599  4.9812  18.2795  0.0014  0.0024  0.003
Si  7.684  9.3641  13.3097  -0.0029  -0.0037  0.0047
Si  2.0699  2.072  9.7771  0.0072  0.0062  0.0095
Si  1.1632  8.1786  18.3085  -0.0054  0.0004  -0.0044
Si  9.4939  5.3089  14.4274  -0.0005  0.0003  -0.004
Si  4.7488  3.2388  8.7469  -0.0081  -0.0045  -0.0002
Si  6.7726  5.0438  15.4107  0.0003  -0.0011  -0.0025
Si  1.959  1.9071  15.1758  -0.0016  -0.0042  -0.0081
Si  0.6161  4.7276  9.4216  0.0131  -0.0015  0.0191
Si  10.6355  6.9175  10.6588  0.0003  0.007  0.0057
Si  0.607  8.9522  8.8314  -0.0028  0.0128  0.0103
Si  8.101  6.6201  11.9599  -0.0027  0.0047  0.0168
Si  1.1579  6.7637  12.6254  -0.0012  0.0031  0.0053
Si  4.0553  1.7174  13.0875  -0.0074  -0.0004  -0.0059
Si  6.4158  1.9754  19.7192  -0.0018  0.0075  0.0058
Si  1.4378  10.4395  11.4263  0.0016  0.0021  0.0046
Si  10.7439  9.1173  20.5023  -0.0152  0.0026  -0.0061
Si  3.517  6.1728  17.9408  0.0032  0.0023  -0.0019
Si  11.3143  6.3187  16.427  -0.0025  0.0039  -0.008
Si  4.3534  6.6308  14.8551  -0.0003  0.0023  -0.004
Si  6.8776  2.2252  14.1579  0.0038  -0.0034  0.0012
Si  3.1687  4.7427  12.648  0.0012  -0.0038  -0.0024
Si  10.0637  11.1102  12.3049  0.0093  -0.0009  -0.0002
Si  10.6261  2.4956  17.5132  -0.0044  -0.0077  -0.0031
Si  2.2958  10.4049  16.7716  0.0023  0.0018  -0.0074
Si  4.7902  8.7872  9.0137  -0.0149  -0.0038  0.0042
Si  5.7496  10.8106  11.3304  -0.0069  -0.0011  -0.0013
Si  2.5705  8.8205  13.982  0.0008  0  -0.0022
Si  5.4798  9.3592  20.9267  0.0326  0.0022  -0.0195
Si  5.1763  10.6543  18.1489  -0.0073  -0.0024  -0.0058
Si  7.2389  4.5432  9.9225  -0.0202  -0.0157  0.0428
Si  6.264  4.8727  18.3361  0.0048  -0.0007  -0.0005
Si  9.09  0.3265  18.7647  0.0045  -0.0043  0.0006
Si  2.9703  6.5126  10.3754  0.0072  -0.0015  -0.0063
Si  9.8855  4.0263  21.1823  -0.0242  0.0152  -0.0042
Si  10.7408  2.3382  14.5303  -0.0006  -0.0026  0.0006
Si  7.9864  1.8246  11.1756  0.0025  -0.0039  -0.0004
Si  1.6438  4.0211  17.0871  -0.0004  -0.0032  -0.0047
Si  7.555  10.7866  16.0889  0.0053  -0.0038  -0.0024
O  0.5037  7.6364  16.9143  0.0109  -0.0166  0.0157
O  10.02  3.7734  14.3087  0.0039  -0.0083  0.0174
O  2.338  9.8019  12.6657  -0.0216  -0.0162  0.0005
O  7.7317  9.6313  14.9296  -0.0069  0.0217  -0.0076
O  11.4907  10.4667  11.9125  0.0065  0.014  -0.0038
O  1.1327  3.3631  10.1349  0.0028  0.0153  -0.0168
O  5.4427  9.4886  19.2838  -0.0091  0.029  0.0097
O  7.7441  5.5767  18.4981  0.0018  -0.0215  -0.0061
O  0.7357  2.4901  14.2782  -0.007  -0.0053  0.0228
O  7.0873  5.6736  11.1065  0.0141  -0.0116  -0.0086
O  6.3468  3.5292  19.2367  -0.0037  0.0074  -0.0198
O  5.2817  1.1736  18.8734  0.0229  -0.0245  0.003
O  1.8984  5.7699  9.3741  -0.015  -0.0108  0.0408
O  3.7306  6.6134  16.3722  0.0113  -0.0129  0.0045
O  10.9804  5.3665  10.2732  0.0208  0.014  -0.0221
O  3.5016  3.1614  12.5573  0.0088  -0.0071  0.0159
O  10.1946  6.1102  17.5929  -0.0013  -0.0228  -0.0079
O  10.1944  1.1628  13.5768  0.0021  -0.0042  -0.0138
O  7.5413  1.3386  15.3663  0.0007  -0.018  -0.0094
O  9.9665  4.5471  19.6654  -0.0117  0.0089  -0.0078
O  2.1303  7.3868  11.4563  -0.0073  -0.0133  0.0016
O  7.8337  1.1659  19.4458  -0.0057  -0.0055  -0.0017
O  6.4374  10.1948  12.6723  0.0179  -0.0015  -0.0141
O  8.3244  5.496  15.5584  -0.0078  -0.004  -0.0264
O  9.6279  10.0073  19.6729  0.0159  0.0039  0.0041
O  9.3911  3.5887  17.4249  0.0168  0.001  0.0064
O  2.5639  3.1662  16.0315  -0.0261  0.0039  0.0072
O  3.6575  2.4132  9.6256  -0.0118  0.0061  -0.02
O  10.6268  6.3742  14.9425  -0.015  -0.0148  0.0153
O  0.1076  8.1754  19.5573  0.0019  0.0139  -0.0009
O  5.3362  1.7863  14.0613  0.0136  0.0024  -0.0142
O  6.1807  10.4695  16.887  0.0133  0.0093  0.0034
O  3.7792  5.4092  11.2728  -0.032  0.0043  0.0116
O  3.9171  7.4987  9.5236  0.0011  0.0071  0.0225
O  7.6651  2.0175  12.7597  -0.0054  0.0002  -0.0119
O  1.5447  0.8282  16.3203  0.0214  -0.0114  -0.009
O  3.8148  5.3499  14.0049  -0.0079  0.0151  -0.0083
O  4.9876  5.88  18.6624  -0.0043  -0.014  -0.023
O  4.0342  8.0385  14.058  -0.0169  -0.0254  0.0137
O  5.9631  6.3817  14.9481  -0.0124  -0.0171  0.017
O  1.4292  9.7391  17.9681  0.0073  -0.0074  -0.0032
O  7.4444  7.8072  12.8615  0.0226  0.0067  -0.0152
O  8.707  10.7331  17.2548  -0.0132  0.0133  0.0144
O  0.51  3.1187  17.8566  -0.0042  0.0117  -0.017
O  5.3483  9.6063  10.3089  0.0016  0.0092  -0.0024
O  3.7342  10.635  17.4464  -0.012  -0.0067  -0.0061
O  11.2584  7.1215  12.1546  0.0152  -0.0054  -0.0149
O  1.8801  1.0249  11.0169  -0.0033  -0.0087  -0.0081
O  2.9336  1.159  14.1203  -0.0107  0.0143  -0.0005
O  1.5197  9.6222  10.0108  -0.0205  -0.0095  -0.0087
O  8.9547  5.6587  12.9483  -0.0169  0.0146  0.0093
O  10.55  1.8065  16.0473  0.0108  0.0189  -0.006
O  11.1696  7.8986  9.4967  0.0173  -0.0089  0.0049
O  4.4505  0.7214  11.8551  0.0162  0.0012  0.0074
O  1.5588  5.1669  12.7268  0.0237  0.022  -0.0104
O  9.0995  9.8563  12.6787  -0.0209  0.011  0.0001
O  2.5662  7.3424  18.6304  -0.0177  -0.004  -0.0231
O  6.116  4.4404  16.7689  0.0119  0.0235  0.0031
O  2.4107  9.5336  15.413  0.0036  0.0009  0.0167
O  6.818  3.8349  14.3395  0.0053  0.0078  0.011
O  9.416  1.0307  11.0637  -0.0167  -0.0077  0.0258
O  0.7903  5.1162  16.2492  0.01  -0.0073  0.0272
O  1.4573  7.6137  13.9724  0.0205  0.0074  -0.0273
O  10.3424  1.363  18.6348  -0.0217  0.0016  -0.0222
O  8.1204  3.2498  10.4118  -0.0177  -0.0006  0.0007
O  6.7868  0.8857  10.5574  0.0031  -0.0034  0.0276
O  5.7043  4.0795  9.7343  0.019  -0.0067  -0.0158
O  2.6794  4.7659  18.0971  -0.0034  0.0178  -0.0194
O  9.062  7.2457  10.7994  0.0141  -0.0081  0.0126

Results
free energy: -140059.606 eV
free energy less fixed offsets of B -155.45, O -569.03, Si -635.61 eV per atom: -0.286 eV

The program warned: the cutoff lies below the one the program advises for these potential files; the forces do not sum to zero within the program's tolerance; the exchange-correlation potential is rough where the density is thin.
